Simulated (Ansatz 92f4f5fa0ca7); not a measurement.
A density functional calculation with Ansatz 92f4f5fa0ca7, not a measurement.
Periodic cell of 258 atoms, Si166O92, from a study of silicon, its oxide and their interface. The atomic structure is a simulated model.
Doubt: the cutoff is far below the 930 eV that the study's wrapper takes by default for these files, so forces and energies are approximate.
This geometry differs little from another in the collection (a relaxation step or a small displacement).

Settings: functional PBE; potential files Ansatz PAW; basis plane waves; wave-function cutoff 580 eV; density cutoff ratio 5; exchange-correlation grid ratio 1; k mesh 1 x 1 x 1, Gamma-centred; self-consistency stop 5e-08 eV per atom in the density residual; occupations fixed; spin none; net charge 0.

Cell vectors (angstrom)
a  10.938  0  0
b  0  10.938  0
c  0  0  37.7

Atoms and the computed forces on them: element, x, y, z (angstrom), force x, y, z (eV/angstrom)
Si  0  0  0.683  -0.051  -0.0036  -0.011
Si  5.469  0  0.683  -0.0322  -0.0451  -0.0165
Si  2.7345  2.7345  0.683  -0.0455  -0.0258  0.0087
Si  8.2035  2.7345  0.683  -0.0383  -0.0239  -0.0032
Si  0  5.469  0.683  -0.0342  -0.0214  -0.0131
Si  5.469  5.469  0.683  -0.0594  -0.0081  -0.0159
Si  2.7345  8.2035  0.683  -0.0346  -0.0261  -0.0003
Si  8.2035  8.2035  0.683  -0.0281  -0.0132  -0.0006
Si  1.3673  1.3673  2.0503  -0.0189  0.0323  -0.0557
Si  6.8362  1.3673  2.0503  -0.0235  0.0507  -0.0295
Si  4.1018  4.1018  2.0503  0.0894  0.0862  -0.0338
Si  9.5708  4.1018  2.0503  0.0572  0.123  -0.0719
Si  1.3673  6.8362  2.0503  0.0202  0.0589  -0.0053
Si  6.8362  6.8362  2.0503  0.0238  0.0449  -0.044
Si  4.1018  9.5708  2.0503  0.0628  0.113  -0.0587
Si  9.5708  9.5708  2.0503  0.084  0.0985  -0.0384
Si  2.7345  0  35.6485  -0.0624  -0.0425  -0.0971
Si  8.2035  0  35.6485  -0.0659  -0.0872  0.0914
Si  0  2.7345  35.6485  0.0156  -0.0653  0.1553
Si  5.469  2.7345  35.6485  -0.1081  -0.0661  -0.0673
Si  2.7345  5.469  35.6485  0.0275  -0.073  0.0203
Si  8.2035  5.469  35.6485  -0.0301  -0.0484  -0.0803
Si  0  8.2035  35.6485  -0.0633  -0.0964  -0.1022
Si  5.469  8.2035  35.6485  -0.0496  -0.1176  0.0498
Si  4.1018  1.3673  37.0157  0.0171  0.0434  0.0052
Si  9.5708  1.3673  37.0157  0.0789  -0.0232  -0.0012
Si  1.3673  4.1018  37.0157  0.039  -0.006  0.0079
Si  6.8362  4.1018  37.0157  0.0605  0.0072  -0.0027
Si  4.1018  6.8362  37.0157  0.0299  0.0316  0.0072
Si  9.5708  6.8362  37.0157  0.047  0.0246  0.0054
Si  1.3673  9.5708  37.0157  0.0125  0.0515  -0.0087
Si  6.8362  9.5708  37.0157  0.0302  0.0473  0.0036
Si  0.3153  -0.5751  27.7678  0.0146  -0.0532  0.0825
Si  4.7532  0.3766  27.6107  0.0058  0.0402  0.0053
Si  3.4314  2.3846  27.4621  0.0361  -0.0299  0.0331
Si  8.0117  2.6192  27.3606  0.0198  0.0294  0.0083
Si  0.0014  6.0939  27.1215  0.0009  0.0037  0.01
Si  5.8827  4.982  27.3584  -0.03  -0.016  0.0652
Si  2.1083  8.7366  27.595  -0.0357  0.0464  0.0194
Si  8.4344  8.0162  27.384  0.0228  0.0023  0.0276
Si  1.2034  1.1513  29.0315  -0.0511  -0.0158  0.0103
Si  6.7128  1.2012  28.7088  -0.018  -0.0209  -0.0209
Si  4.2554  4.0623  28.8278  0.0261  0.0057  -0.0371
Si  9.5172  3.8646  28.7024  -0.0107  -0.0012  -0.0045
Si  1.3197  6.9301  28.8617  -0.0061  0.0001  -0.0074
Si  6.8955  6.7196  28.6203  -0.0209  0.0015  0.0183
Si  3.9265  9.5486  28.8667  -0.0004  0.0088  -0.0056
Si  9.4978  9.4193  28.9359  0.0313  0.0096  -0.0259
Si  2.708  -0.049  30.3649  0.018  -0.0196  0.0477
Si  8.1122  -0.073  30.1438  -0.0008  -0.0052  0.0169
Si  -0.0979  2.6508  30.2359  0.0075  -0.0056  -0.0056
Si  5.5185  2.6477  30.2114  0.0035  0.0268  0.0452
Si  2.7275  5.4253  30.0599  -0.0043  0.0007  0.0168
Si  8.2434  5.3899  30.0797  -0.0032  0.0008  0.0234
Si  -0.0527  8.1367  30.3323  -0.0104  -0.0155  0.0439
Si  5.4385  8.0984  30.0074  0.0151  -0.0122  0.013
Si  4.1276  1.3401  31.6143  0.0102  -0.0062  -0.0136
Si  9.4602  1.2959  31.5705  0.0019  0.0084  0.0059
Si  1.3581  4.0577  31.4833  -0.0027  0.0077  0.0116
Si  6.8729  4.0633  31.521  -0.0243  -0.0242  -0.0133
Si  4.0828  6.785  31.4621  -0.0059  -0.002  0.0105
Si  9.5242  6.7252  31.5858  0.028  0.0077  -0.0209
Si  1.3091  9.5298  31.6664  -0.0265  -0.0044  -0.0349
Si  6.7684  9.4679  31.4781  0.0016  0.0095  0.0074
Si  -0.0644  -0.0144  32.9561  0.0082  -0.0085  0.0071
Si  5.4782  -0.0654  32.9183  -0.0073  0.0017  0.0074
Si  2.7254  2.7266  32.9086  -0.0075  0.0001  0.0031
Si  8.1802  2.712  32.9409  0.0017  0.0081  0.0088
Si  0.0103  5.4065  32.9121  -0.0111  -0.0002  0.0063
Si  5.4621  5.4383  32.8602  0.0083  -0.0001  0.0092
Si  2.7399  8.1466  32.9128  0.0163  -0.0005  0.0135
Si  8.1568  8.1448  32.894  -0.0013  0.0027  0.0069
Si  1.3478  1.3619  34.2782  -0.0036  0.0029  0.0074
Si  6.8174  1.3385  34.2876  0.0022  -0.0056  0.0012
Si  4.0949  4.0974  34.2674  0.0006  0.0074  0.0055
Si  9.568  4.0755  34.2895  0.0017  -0.0023  0.0009
Si  1.3562  6.8058  34.2783  -0.0021  -0.0049  0.006
Si  6.8015  6.8056  34.2741  -0.005  0.0012  0.0039
Si  4.0881  9.5418  34.2825  0.0044  -0.0052  0.004
Si  9.5224  9.5317  34.2824  -0.0005  0.002  0.0056
Si  2.7527  0.0233  3.4086  0.0004  0.0026  0.0022
Si  8.2227  0.0252  3.411  0.0021  0.0017  -0.0011
Si  0.0194  2.7642  3.4092  0.0019  0.002  -0.001
Si  5.4853  2.758  3.418  0.0002  0.0032  0.0022
Si  2.7595  5.4947  3.4164  0.0014  0.0025  -0.0016
Si  8.2181  5.4889  3.4141  0.0009  0.0027  0.0009
Si  0.0174  8.2266  3.4153  -0.001  0.0015  0.0006
Si  5.4884  8.2282  3.413  -0.0012  0.002  -0.0017
Si  4.0841  1.4277  4.7753  0.0124  -0.0127  -0.0094
Si  9.5702  1.4285  4.766  -0.0033  0.0013  -0.0025
Si  1.3869  4.1388  4.7748  0.0055  -0.008  -0.0028
Si  6.8611  4.1277  4.7859  -0.0101  0.0044  -0.0071
Si  4.1274  6.8741  4.784  -0.0037  -0.002  -0.0069
Si  9.5672  6.8847  4.7735  0.0101  -0.0107  -0.008
Si  1.4024  9.5952  4.7723  -0.006  0.0053  -0.0078
Si  6.8504  9.6121  4.7734  0.005  -0.0061  -0.0031
Si  0.0395  0.079  6.0698  -0.003  -0.0146  0.0092
Si  5.4762  0.0726  6.093  -0.0157  0.0063  0.0101
Si  2.746  2.8032  6.1802  -0.0054  0.0113  0.0045
Si  8.2286  2.7918  6.18  0.0159  0.0023  0.0039
Si  0.0197  5.5257  6.103  -0.0047  0.0139  0.0115
Si  5.5081  5.5133  6.1358  0.0099  0.0009  0.0041
Si  2.7747  8.2457  6.1615  0.0077  -0.0057  0.0029
Si  8.2151  8.2584  6.1558  0.0023  0.0091  0.0031
Si  1.3451  1.4225  7.5061  -0.0266  0.0177  0.0063
Si  6.7905  1.4375  7.4949  0.0055  -0.0343  -0.0075
Si  4.1342  4.2015  7.5291  -0.0146  0.0165  -0.0073
Si  9.6332  4.1953  7.5147  0.0137  -0.0143  -0.0261
Si  1.3747  6.8699  7.4901  -0.0156  -0.0283  -0.0254
Si  6.8628  6.8671  7.5297  -0.029  -0.011  -0.0079
Si  4.162  9.6573  7.4863  0.0266  -0.0085  -0.0204
Si  9.6227  9.69  7.4257  0.0027  0.0115  -0.0195
Si  2.7737  0.0888  8.8236  0.0024  0.0178  0.0305
Si  8.2252  0.085  8.7772  -0.0006  0.0169  0.0182
Si  0.0324  2.8334  8.9143  -0.0167  -0.0352  0.0006
Si  5.4949  2.8542  8.9156  -0.0317  -0.0155  0.0193
Si  2.7509  5.5558  8.9082  0.0336  0.0158  0.0033
Si  8.3113  5.5717  8.9101  0.0111  0.0362  0.0137
Si  0.0612  8.3435  8.7766  0.002  0.0131  0.0221
Si  5.5104  8.2815  8.8696  -0.0104  -0.007  0.0125
Si  3.9092  1.6368  10.1827  0.0341  -0.0168  -0.063
Si  9.2582  1.7304  10.1143  0.0616  -0.0423  -0.0939
Si  1.6687  3.9342  10.2581  -0.0114  -0.0005  -0.009
Si  7.0922  4.0478  10.2137  -0.063  0.0517  -0.005
Si  3.8573  7.2223  10.1913  0.0187  -0.0171  -0.0766
Si  9.5191  7.21  10.1674  0.0173  -0.0555  -0.0376
Si  1.6139  9.4739  10.1501  -0.0397  0.038  -0.0777
Si  7.2041  9.375  10.1132  -0.0265  0.0261  -0.0645
O  6.9577  3.8128  26.8239  0.0168  -0.0283  -0.012
O  -0.1306  10.969  26.3044  -0.0031  0.0307  -0.0552
O  8.1371  2.8351  10.6353  0.0436  -0.0328  0.0586
O  2.7173  8.3403  10.6688  0.0459  -0.0571  0.0528
O  2.7782  2.7614  10.6724  -0.0278  0.0414  0.0384
O  8.3236  19.2005  10.6281  -0.0082  0.0145  0.0465
O  7.7257  8.861  26.1464  -0.0126  0.0246  -0.0337
O  3.4558  2.9006  25.912  -0.0134  0.0078  -0.012
O  4.5529  0.8073  11.4608  0.0177  -0.0229  0.0246
O  9.8108  1.0021  11.4595  -0.0096  0.0014  0.0113
O  0.9104  10.1838  11.4621  -0.0198  0.0142  0.0331
O  6.6447  10.0762  11.473  -0.0034  0.0053  0.019
O  10.4254  6.7847  11.4941  0.0151  -0.0088  0.0203
O  1.0972  4.6275  11.6496  -0.0086  0.0116  0.0099
O  6.5216  4.8052  11.5778  -0.0108  0.013  0.0074
O  4.5297  6.6118  11.5556  0.0103  -0.0083  0.0257
O  6.4222  -0.5614  24.291  -0.0358  0.0065  0.0226
O  4.7034  1.4748  24.0456  -0.0044  -0.0107  0.0218
O  10.4237  4.5874  27.4941  0.0083  -0.0015  -0.0053
O  12.7956  2.071  27.8051  0.0152  0.0407  -0.0238
O  9.6391  7.0533  26.7636  -0.0013  -0.0078  -0.0058
O  11.8944  6.0143  25.7813  0.0017  0.0053  0.004
O  5.1492  5.5792  26.0212  -0.0148  0.0134  -0.0299
O  2.3099  8.3219  25.988  -0.0018  -0.0376  -0.0167
Si  2.0929  1.2071  14.0724  -0.0078  0  0.0044
Si  1.2662  7.361  14.8651  -0.0018  -0.0154  -0.0012
Si  6.3179  7.7127  17.7057  0.0031  0.0068  -0.0038
Si  6.8105  1.9538  14.4755  -0.0092  -0.0072  -0.0006
Si  11.6924  2.2078  23.1088  0.0044  -0.0069  -0.0133
Si  5.5285  10.8039  12.38  -0.0022  0.0054  0.0071
Si  4.1032  3.4133  14.241  0.0046  0.0036  0.0024
Si  1.5891  7.7459  17.8413  -0.0007  -0.0092  -0.0105
Si  15.5991  16.5542  24.4666  -0.016  0.0119  0.0029
Si  8.7948  11.5058  16.4593  -0.0027  -0.0034  0.0018
Si  6.0747  5.9864  20.2785  -0.0044  0.0061  -0.0082
Si  3.8877  9.5481  17.2331  0.0192  0.0059  0.0014
Si  11.92  1.0305  20.2216  0.0004  -0.0068  -0.0119
Si  3.71  2.7396  24.3178  0.0161  0.011  -0.0086
Si  10.7466  9.0826  19.876  -0.0024  0.0016  -0.0099
Si  9.7684  3.2069  19.3827  0.0107  -0.0071  -0.0179
Si  10.4281  3.1154  16.6149  0.0024  0.0017  -0.0054
Si  7.9625  -0.8511  19.0337  -0.0058  -0.0055  -0.0073
Si  7.3284  6.8733  14.7428  -0.0063  -0.0024  -0.0025
Si  4.3271  -1.4074  22.0256  -0.0017  0.0015  -0.0077
Si  5.8689  0.9119  20.6702  -0.0064  -0.0024  -0.0153
Si  3.0781  7.111  20.5338  -0.0033  -0.0005  -0.0072
Si  4.8789  -0.0875  24.4911  0.0216  -0.0087  0.0179
Si  9.9717  4.5668  21.9186  0.0138  0.0037  -0.0114
Si  11.5651  18.0566  22.2115  0.0064  0.0063  0.0009
Si  5.4626  5.6706  12.4864  0.0095  0.0037  0.0142
Si  12.8295  7.1056  24.9745  0.0092  0  0.0019
Si  3.7606  12.3618  18.7475  0.0041  -0.0042  -0.0116
Si  8.9059  4.2414  14.2041  -0.007  0.0023  -0.0034
Si  7.7475  9.492  24.6251  0.0047  0.019  0.0004
Si  7.3997  14.2596  21.1175  -0.0077  0.0007  -0.0182
Si  9.5754  9.1371  14.5242  -0.0026  -0.0018  0.0014
Si  6.617  7.4959  22.7016  -0.0006  -0.0023  -0.0048
Si  11.0004  5.595  12.4679  0.0081  0.0037  0.0054
Si  10.8111  0.1269  12.3693  0.0094  0.0054  0.0215
Si  2.4266  2.924  16.4747  0.0057  -0.0066  -0.0048
Si  3.5422  9.4241  14.2554  0.0043  0.0117  0.0027
Si  9.788  0.7868  25.2972  -0.0321  -0.0184  -0.0089
O  10.1107  1.5284  16.3787  -0.0006  -0.0003  0.0006
O  3.2359  17.3321  24.4044  0.0099  -0.0015  0.0147
O  13.4421  12.3029  19.7738  -0.0018  -0.0023  0.0057
O  9.5299  3.6828  17.8468  -0.0039  0.0007  0.0091
O  6.3473  4.396  20.4812  0.0023  -0.0002  0.0143
O  11.0374  3.6268  22.6904  -0.01  0.0105  0.0061
O  5.6757  8.6628  22.1085  -0.0044  0.0044  0.0136
O  7.4752  1.2653  15.7906  0.0116  -0.0055  0.0059
O  11.9944  7.6713  23.6895  -0.0085  0.0005  -0.0042
O  1.4165  6.8614  16.4481  0.0021  0.0025  0.0093
O  1.0213  3.4961  17.032  0.0039  -0.0032  0.0029
O  3.1719  3.9764  15.466  -0.0049  -0.0017  0.0022
O  4.3013  9.7232  15.6665  -0.0079  0.0005  0.025
O  4.8233  8.3596  17.8411  0.0018  0.0101  -0.015
O  2.5243  7.0356  18.9889  0.0001  0.0047  0.0079
O  8.9809  -0.3884  24.483  -0.0021  0.0026  0.0135
O  3.2138  2.2518  13.4791  0.0005  -0.0013  -0.004
O  8.4849  11.2475  18.0266  -0.0008  -0.002  0.0065
O  3.8801  -1.0382  23.5727  -0.0018  0.0006  0.005
O  6.4087  6.4475  18.7419  -0.0006  0.0097  0.0021
O  6.9144  -0.1777  20.0682  0.0104  -0.0049  0.0008
O  11.0765  8.3559  21.2869  -0.0016  0  0.0037
O  9.1169  10.0863  15.753  -0.0009  0.0072  0.0048
O  6.3592  0.7982  13.4251  0.0173  0.0189  0.0039
O  6.2132  6.6468  13.5621  0.01  0.0071  0.0009
O  10.7265  1.5899  24.253  0.0149  0.0215  -0.0102
O  1.9366  6.4161  21.4906  0.0034  0.0039  0.0062
O  0.8379  6.1862  13.7938  0.0117  0.0102  0.0113
O  8.419  4.0537  22.2007  0.0002  0.0012  0.017
O  5.465  2.7796  14.8877  0.0029  0.0004  -0.0044
O  3.466  2.5957  17.6651  0.004  -0.0132  0.0057
O  11.7521  12.1278  21.8339  0.0017  -0.0027  0.0016
O  7.8091  8.2317  23.5609  -0.0083  -0.0124  0.0062
O  10.304  6.0859  22.3841  -0.0049  -0.0065  0.0121
O  5.1324  12.7506  19.5237  -0.0064  -0.0006  0.003
O  4.081  10.9446  18.0143  -0.0056  -0.0169  -0.003
O  10.0964  3.8586  15.2284  0.0097  -0.0111  0.0121
O  6.586  2.0059  21.6741  -0.0001  -0.0001  0.0158
O  10.8824  12.9606  19.448  -0.0048  0.0043  0.0125
O  15.3919  4.1177  23.8272  -0.0039  -0.0086  0.01
O  9.172  -1.487  19.9054  -0.0044  0.0014  0.0047
O  2.0085  1.5572  15.6621  0.0062  0.01  0.0088
O  7.913  2.9936  13.8499  0.0031  -0.0014  -0.0032
O  0.6653  1.2513  13.2792  0.01  0.0086  -0.0023
O  4.5814  -0.2594  26.0748  0.0056  0.0031  -0.0332
O  10.9904  8.4407  14.9051  0.004  0.0024  -0.0038
O  4.4953  6.3027  20.6142  0.0078  0.001  0.0106
O  0.1693  8.1427  18.5665  0.0003  0.0008  0.0086
O  5.7893  6.4357  23.6286  0.0113  0.0105  0.0013
O  2.6909  8.0192  14.3332  -0.0015  0.0018  -0.0036
O  10.2312  4.4794  20.2981  -0.0003  0.004  0.0046
O  4.6942  9.5864  13.1056  -0.0138  -0.0117  0.0003
O  8.3363  2.6825  19.9397  -0.0005  0.0019  0.0045
O  8.0877  5.4484  14.9232  0.0031  0  -0.0011
O  2.3238  9.1273  17.3661  0.005  0.0019  0.0016
O  3.2741  8.6664  21.1064  -0.0034  -0.0014  0.0084
O  13.2159  2.4957  23.5945  -0.0159  -0.0067  0.0115
O  9.6695  4.7276  12.8543  -0.0001  -0.0034  -0.0045
O  11.629  10.4407  19.7751  -0.0021  0.0044  0.011
O  8.3904  8.0333  14.2778  0.0038  -0.002  -0.004
O  6.621  7.2454  16.1687  -0.0019  0.0093  0.0243
O  9.8452  10.062  13.2132  -0.0066  -0.0112  0.0039
O  7.356  8.8785  18.1354  -0.0165  -0.0051  0.003
O  8.7574  12.7491  26.0998  0.0094  -0.0164  -0.003
O  7.1014  6.7282  21.3405  -0.0005  -0.0071  0.0004
O  2.4687  -0.3523  13.937  0.0153  -0.0192  -0.0045
O  4.6805  0.0383  21.3653  0.0064  0.0075  0.0082
O  4.4675  4.6188  13.233  -0.0104  -0.0169  -0.0008

Results
free energy: -157854.181 eV
free energy less fixed offsets of O -568.88, Si -635.61 eV per atom: -5.961 eV

The program warned: the cutoff lies below the one the program advises for these potential files; the exchange-correlation potential is rough where the density is thin.
